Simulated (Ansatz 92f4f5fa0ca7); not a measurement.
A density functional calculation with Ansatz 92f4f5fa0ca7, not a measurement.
Periodic cell of 157 atoms, Si96O55N6, from a study of silicon, its oxide and their interface. The atomic structure is a simulated model.

Settings: functional r2SCAN; potential files Ansatz norm-conserving; basis plane waves; wave-function cutoff 1300 eV; density cutoff ratio 4; exchange-correlation grid ratio 1; k mesh 2 x 2 x 1, shifted by 0.5 0.5 0.5 of a step; self-consistency stop 5e-08 eV per atom in the density residual; occupations Fermi-Dirac, 0.05 eV; spin none; net charge 0.

Cell vectors (angstrom)
a  10.88  0  0
b  0  10.88  0
c  0  0  22.8281

Atoms: element, x, y, z (angstrom)
Si  0.2801  -0.3822  0.4319
Si  2.88  2.6448  0.178
Si  -0.3011  5.6719  0.0416
Si  2.3461  8.4029  -0.1094
Si  4.951  0.2051  -0.2368
Si  7.6441  2.464  -0.0049
Si  5.7223  4.8473  0.0189
Si  8.3811  7.959  0.4998
Si  1.5236  1.1759  1.6047
Si  4.328  4.0779  1.9406
Si  1.397  6.8627  1.4144
Si  4.1447  9.4504  1.0829
Si  6.3259  1.1633  1.4353
Si  9.3612  3.6703  1.2481
Si  6.71  6.579  1.466
Si  9.7223  9.4899  1.9738
Si  0.0176  2.2812  2.6336
Si  3.1876  -0.2145  2.6365
Si  0.1741  8.0996  3.0132
Si  2.6578  5.4426  2.6497
Si  5.4745  2.6269  3.0369
Si  7.9108  -0.0133  2.7118
Si  5.3779  8.0656  2.5418
Si  8.3228  5.1379  2.669
Si  1.0041  4.0779  3.9081
Si  3.9627  1.2775  4.2508
Si  1.6504  9.6171  4.0804
Si  4.0333  7.04  4.1804
Si  6.7415  4.0987  4.28
Si  9.2706  1.3617  4.1564
Si  6.8094  9.4182  4.0472
Si  9.5031  6.7269  4.2002
Si  -0.2677  -0.0891  5.4047
Si  2.4822  2.6852  5.2423
Si  -0.1102  5.3053  5.5383
Si  2.8139  8.2007  5.6863
Si  5.3708  -0.0526  5.4441
Si  8.2933  2.5867  5.8353
Si  5.3503  5.5505  5.4828
Si  7.9922  8.1117  5.3704
Si  1.4805  1.3713  6.6216
Si  3.9673  3.9952  6.8183
Si  1.2187  6.8142  6.6347
Si  4.2781  9.5622  6.9507
Si  6.7595  1.2774  6.8655
Si  9.7904  3.939  7.0982
Si  6.894  6.6117  6.9191
Si  9.2991  9.4371  6.8907
Si  0.2635  2.4976  8.241
Si  2.6385  0.0035  8.187
Si  -0.0655  8.162  7.9934
Si  2.7375  5.6102  8.2123
Si  5.3756  2.5361  8.1806
Si  8.117  -0.1094  8.3948
Si  5.3795  8.0848  8.071
Si  8.0695  5.2409  8.3421
Si  1.3019  4.3926  9.5887
Si  3.9042  1.5252  9.5991
Si  1.2237  9.7476  9.3037
Si  4.1082  6.9603  9.2472
Si  6.5808  3.8763  9.5827
Si  9.858  1.4143  9.7784
Si  6.7192  9.2367  9.5528
Si  9.4466  6.6612  9.8127
Si  0.9151  0.7399  11.0858
Si  2.8374  3.128  10.8461
Si  0.5528  6.1668  11.0827
Si  2.7482  8.3704  10.5247
Si  4.8897  -0.4197  11.0089
Si  8.1594  2.7335  10.7605
Si  5.3647  5.56  10.9354
Si  7.6203  7.6156  11.1905
Si  2.6712  -0.7748  12.9537
Si  0.8134  6.6016  16.6415
Si  5.3716  6.2883  15.5452
Si  6.9066  11.5249  13.0668
Si  8.8086  3.3869  16.8268
Si  9.676  8.5226  16.5545
Si  8.4157  6.1231  15.1041
Si  15.2192  12.3459  14.4836
Si  -3.3003  9.2386  18.5866
Si  -2.1332  -0.4801  21.4191
Si  0.7623  5.6565  13.8441
Si  6.3097  14.2158  18.5837
Si  9.5103  3.9164  13.067
Si  9.2485  1.1629  14.6045
Si  8.7675  9.0024  13.775
Si  14.6972  12.978  17.404
Si  3.7647  4.4158  13.6517
Si  -4.9656  -4.2965  18.7342
Si  2.6873  7.4801  14.8284
Si  1.471  4.3846  20.5952
Si  11.7671  3.6532  17.7524
Si  14.5968  -4.6467  20.7393
Si  11.3191  9.9212  14.5862
Si  16.3804  11.5153  19.3885
O  -0.5854  -0.1302  21.8769
O  1.1116  -1.7334  -0.5406
O  4.8806  5.0343  14.7164
O  2.6342  5.3963  20.0206
O  2.0249  3.4824  21.8528
O  0.7158  3.7532  19.2979
O  2.0118  7.5176  16.2689
O  2.9075  7.4998  21.5272
O  -4.5648  4.9221  19.0939
O  3.9572  1.5594  -0.5264
O  6.7631  3.7436  -0.6211
O  6.3064  2.0638  19.6813
O  4.4108  5.4864  22.006
O  8.1309  9.2464  22.3749
O  11.4093  5.367  21.3666
O  15.155  1.2869  16.0947
O  7.1056  -14.0542  18.9212
O  1.2628  5.2148  17.3561
O  1.7295  2.1393  11.597
O  0.1893  4.1532  13.4558
O  -0.1797  9.6747  16.1284
N  2.4087  5.7692  13.9375
N  3.6343  9.18  11.8519
O  5.792  -0.3494  12.3555
N  8.1411  -0.1433  14.0144
O  7.4283  1.5961  11.8254
O  8.8958  3.9448  11.4676
O  6.5934  6.2718  11.7636
O  8.9752  12.8516  15.982
O  7.8986  8.3268  12.6318
O  10.27  -1.5816  13.2966
O  -4.0008  -4.3397  14.9235
O  5.526  6.2869  17.2565
O  -5.5383  -0.0875  20.8726
O  3.3373  11.2352  13.8867
O  10.7803  11.5172  14.444
O  2.0114  6.8244  11.0397
N  12.8261  8.984  14.2313
O  7.7238  2.9933  17.9577
O  -0.5602  3.5709  17.1782
N  9.0194  -2.9977  15.1542
O  15.0262  11.811  18.5276
O  8.3757  9.9488  19.9198
O  9.133  2.4457  13.5526
O  14.5374  13.7771  14.2316
O  10.6254  18.4046  17.4768
O  5.7588  1.4718  13.9237
O  -2.3508  9.3152  17.3082
O  0.178  -4.7646  15.2384
O  1.2909  10.5704  12.2164
O  -2.4357  15.8547  16.2834
O  -6.1937  17.7351  19.6975
O  6.2104  10.2178  18.5132
O  8.7999  5.1775  13.839
O  4.9018  3.325  17.6573
O  9.1683  -4.2781  22.5829
O  4.3209  -3.3996  15.0238
N  15.1193  4.3662  11.8946
O  10.9216  6.4782  12.5959
O  8.0689  12.0655  21.872
O  13.1203  13.6008  17.3789

Results
free energy: -38561.876 eV
free energy less fixed offsets of N -289.75, O -463.61, Si -117.95 eV per atom: -1.626 eV
pressure: -2.28 GPa
stress xx, yy, zz, yz, xz, xy (GPa, positive in tension): 0.5, 5.05, 1.3, 1.63, 1.49, -0.95

Forces (eV/angstrom), in the order of the atoms: element, x, y, z
Si  -0.2158  -2.4793  -2.5273
Si  0.5508  -0.1846  0.6113
Si  -0.2263  -0.2303  -1.0535
Si  3.746  -3.9205  2.2365
Si  0.1997  2.2018  -3.3806
Si  0.4576  -0.8731  0.4409
Si  -1.4218  1.1221  1.6567
Si  1.6028  -1.282  0.7652
Si  2.5546  -0.8655  -2.4714
Si  -1.325  0.1767  -4.1041
Si  -1.1584  -0.0936  -0.8607
Si  -0.3608  -1.8337  -1.3569
Si  1.1711  0.6308  -0.3409
Si  1.6491  -0.069  -1.2854
Si  1.3123  -0.8843  -1.4612
Si  -1.6558  -0.1525  -1.6741
Si  -3.1752  2.9358  1.6832
Si  -2.2445  1.7805  1.4389
Si  1.1265  -0.998  1.15
Si  -0.0329  0.3564  2.1627
Si  0.2033  -1.7525  1.3476
Si  1.3179  0.3492  0.3315
Si  0.1482  0.492  1.148
Si  -1.5919  1.2175  1.5274
Si  1.7498  -0.6581  -0.3585
Si  1.0019  0.2451  -1.0219
Si  -1.0269  -1.0824  1.3961
Si  -0.4278  -1.7259  -1.0536
Si  1.9144  -0.5324  0.3125
Si  0.5156  -0.6617  -0.8104
Si  -2.4037  0.5669  -0.7932
Si  -0.141  -0.3338  -0.7102
Si  1.8066  0.3508  0.2183
Si  1.0173  2.4199  -0.1846
Si  -0.1639  0.1677  -0.5146
Si  -0.7359  1.5152  -0.8258
Si  1.396  -0.2706  -0.0285
Si  -0.5499  1.984  -1.3457
Si  0.0591  -0.9141  0.2885
Si  1.1987  -1.4497  1.8061
Si  -2.1099  -2.3194  1.4292
Si  -0.1851  0.4168  -0.4813
Si  1.6793  -0.3837  1.2808
Si  -2.3022  0.8526  -0.4789
Si  0.2272  -1.1852  0.6962
Si  -2.057  0.0715  0.1333
Si  -0.9572  1.1947  -1.0709
Si  0.1895  0.2243  -1.1844
Si  0.5731  1.5908  0.5881
Si  2.5772  1.4795  -1.8961
Si  -0.999  -0.2833  1.9001
Si  -1.6857  -1.5612  -2.1096
Si  -0.4381  0.866  -0.6539
Si  0.4653  0.4086  0.3153
Si  4.5736  0.2141  -1.3601
Si  1.6813  -0.4278  0.3521
Si  0.6389  -0.8645  0.4465
Si  0.4526  -1.8722  0.5482
Si  -0.9865  -1.3903  1.8291
Si  -0.6307  -1.1206  4.0004
Si  -0.3199  1.2135  -0.1797
Si  -1.3921  -0.8299  0.309
Si  -1.2265  0.25  1.6011
Si  0.1241  1.0724  -0.3551
Si  -0.8415  1.0394  -1.5724
Si  0.6585  1.8667  0.0461
Si  -1.4256  -0.3809  -1.4485
Si  -0.3394  -1.7688  0.6037
Si  0.5145  -1.7416  -0.501
Si  -1.0865  -3.0329  0.3117
Si  -1.1992  -2.2287  -0.2785
Si  -0.6225  -1.0163  -0.1226
Si  -0.0796  -2.7216  1.5295
Si  -1.1779  -2.4857  2.3374
Si  1.2146  1.9537  0.3718
Si  -1.3423  -0.0997  -1.4421
Si  -1.1549  0.5888  -1.2614
Si  1.2751  -0.3806  0.2438
Si  -0.4031  0.3134  -0.7998
Si  -2.957  0.4426  1.7481
Si  -1.7929  2.3329  2.8543
Si  -0.3556  3.0492  1.0899
Si  -0.8863  -1.4771  -2.1918
Si  -1.8206  1.8821  1.353
Si  -1.0291  1.1055  -0.3168
Si  0.3249  0.5513  -1.1622
Si  0.1285  0.6322  0.7644
Si  -0.3611  0.3264  0.5395
Si  0.5929  2.3049  -0.4985
Si  1.8661  -3.1029  0.9832
Si  1.6305  -0.0639  -1.7211
Si  0.6529  0.2999  0.2426
Si  3.4867  2.0225  -1.2236
Si  -0.9837  2.604  3.9274
Si  -2.0291  -1.4849  -1.1532
Si  0.6757  -1.9868  0.8761
O  -1.6537  0.4966  -0.7502
O  -3.7675  4.7211  0.5531
O  -0.6802  -1.4918  -0.3921
O  -1.2607  -2.5588  -1.0105
O  0.8102  -1.1847  -0.5268
O  0.6084  -0.9474  3.6387
O  1.405  0.316  0.8951
O  1.3832  -1.0688  -1.6319
O  0.4558  0.2428  0.5583
O  -0.4427  -0.3811  0.5845
O  -0.5536  0.1466  -0.2486
O  -1.4117  0.0839  -1.3783
O  1.7067  -0.9445  -0.6023
O  -0.8045  0.5021  -1.2585
O  -3.3295  1.5424  2.5316
O  -0.328  0.1379  -0.6453
O  -0.5121  -0.3546  -0.3524
O  0.3304  0.5146  -0.3304
O  -0.3192  -1.1865  -0.005
O  0.5264  -0.2964  -0.2295
O  1.5211  0.6945  -2.0997
N  2.0905  0.5292  0.8725
N  -0.043  1.8198  -1.7296
O  1.2366  0.2279  0.4403
N  0.1768  0.8989  0.2695
O  0.1673  0.4276  -0.2445
O  2.2717  1.6009  3.5585
O  0.3044  1.7276  -1.1553
O  -1.1419  0.0057  -0.127
O  -0.083  -0.1102  -0.334
O  1.2834  0.3955  2.1599
O  -2.1335  0.1304  1.0344
O  -1.2695  0.6732  -5.2002
O  -0.458  0.4601  2.1637
O  0.1017  -0.2817  -1.1468
O  1.2052  -0.782  0.5155
O  0.8443  2.8744  -0.3803
N  0.2163  1.7874  -1.3506
O  1.4645  0.5355  -1.6884
O  0.6435  -1.0252  0.2471
N  -1.0527  -1.9679  -0.8104
O  -0.3501  0.9139  0.6584
O  0.2588  -0.3356  -0.7935
O  -0.1135  -0.8753  0.5558
O  -1.2896  1.5233  -1.006
O  -1.0502  -0.7153  -0.8778
O  3.8313  0.1711  -0.472
O  -1.1189  0.1826  1.5577
O  -1.5348  0.3574  0.5014
O  0.6677  -0.0343  1.4641
O  0.2826  -1.3947  0.9085
O  1.1765  1.4103  -0.8641
O  1.1465  0.6702  0.2387
O  -0.0148  -0.1706  -0.8094
O  0.6238  -0.9927  0.5883
O  1.1568  0.9762  0.4208
O  -0.058  -0.1108  0.5959
N  -1.1883  -0.2333  0.9112
O  0.3814  -0.3504  0.752
O  0.7035  -1.7633  -1.0333
O  0.126  -0.3583  0.1573

The program warned: the forces do not sum to zero within the program's tolerance.
